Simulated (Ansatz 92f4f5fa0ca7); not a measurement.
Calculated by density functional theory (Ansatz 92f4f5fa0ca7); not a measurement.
Periodic cell of 273 atoms, Si165O106As2, from a study of silicon, its oxide and their interface. The atomic structure is a simulated model.
Doubt: the cutoff is far below the 930 eV that the study's wrapper takes by default for these files, so forces and energies are approximate.
This geometry differs little from another in the collection (a relaxation step or a small displacement).

Settings: functional PBE; potential files Ansatz PAW; basis plane waves; wave-function cutoff 580 eV; density cutoff ratio 5; exchange-correlation grid ratio 1; k mesh 1 x 1 x 1, Gamma-centred; self-consistency stop 5e-08 eV per atom in the density residual; occupations fixed; spin none; net charge 0.

Cell vectors (angstrom)
a, 11.6015, 0, 0
b, 0, 13.3963, 0
c, 0, 0, 29.8085

Atoms and the computed forces on them: element, x, y, z (angstrom), force x, y, z (eV/angstrom)
Si, 11.5491, 0.1848, 22.9203, 0.0009, 0.0009, 0.0027
Si, 3.9141, 0.1566, 23.0351, -0.0006, -0.001, 0.0024
Si, 7.6697, 0.1228, 23.1496, 0.001, -0.0012, 0.0023
Si, 2.069, 3.4568, 22.8906, -0.0083, -0.0013, 0.0014
Si, 5.9021, 3.6808, 23.008, 0, 0.0004, 0.0002
Si, 9.7583, 3.5352, 23.0347, 0.0059, -0.0021, -0.0003
Si, 11.6603, 6.8604, 23.0702, -0.0007, -0.0004, 0.0018
Si, 3.9564, 7.0355, 23.1818, 0.0003, -0.0007, 0.0017
Si, 7.7887, 6.8894, 23.2588, -0.0025, 0.0011, 0.0023
Si, 2.0361, 10.2386, 23.2524, 0, 0.0011, 0.0014
Si, 5.8595, 10.0975, 23.2949, -0.0013, 0.0013, 0.0011
Si, 9.8472, 10.0895, 23.2282, -0.0016, 0.0025, 0.0003
Si, 11.697, 2.3919, 23.7561, 0.0023, 0.0105, -0.0042
Si, 3.9961, 2.4047, 23.7635, 0.0013, 0.0011, 0.0001
Si, 7.7894, 2.4128, 23.7822, -0.002, 0.0007, 0.0002
Si, 2.03, 5.7084, 23.7012, -0.0004, -0.0014, -0.0014
Si, 5.8289, 5.8039, 23.9868, 0.0004, -0.0046, -0.0007
Si, 9.7383, 5.7274, 23.9016, -0.0001, -0.0014, -0.0027
Si, 11.7539, 9.026, 24.0259, 0.0008, -0.0007, -0.0027
Si, 3.907, 9.135, 24.1777, 0.0007, 0.0003, -0.0018
Si, 7.8512, 9.0902, 24.0259, 0.0023, -0.0011, -0.0023
Si, 1.9134, 12.5082, 23.8083, -0.0009, -0.0002, -0.0025
Si, 5.7766, 12.374, 23.9256, 0.0002, 0.0008, -0.0042
Si, 9.6816, 12.3976, 23.7945, -0.0009, -0.0003, -0.0016
Si, 11.6433, 2.2959, 26.1657, 0.0002, -0.0099, -0.0124
Si, 3.9126, 2.3057, 26.1775, -0.001, -0.002, -0.0016
Si, 7.7606, 2.3101, 26.1888, 0.0019, -0.0022, -0.0008
Si, 1.9748, 5.6216, 26.1446, 0.0002, 0.0001, 0
Si, 5.8132, 5.6571, 26.3203, -0.0004, 0.003, -0.005
Si, 9.7058, 5.6348, 26.2668, -0.0005, -0.0004, 0.0011
Si, 11.665, 8.976, 26.3507, 0.0001, 0.0004, -0.0013
Si, 3.8852, 9.012, 26.4646, 0.0013, 0.0005, -0.0031
Si, 7.7916, 9.0051, 26.3529, -0.0014, 0.0007, -0.0027
Si, 1.9235, 12.3864, 26.2087, -0.0014, 0.0035, -0.0013
Si, 5.7979, 12.3304, 26.2842, 0, 0.0004, -0.0004
Si, 9.6854, 12.3489, 26.1974, 0.0014, 0.0039, -0.0009
Si, 1.9626, 1.198, 27.0194, -0.0105, 0.0071, 0.0017
Si, 5.8283, 1.1817, 27.0227, -0.0006, 0.0042, -0.0046
Si, 9.6999, 1.1852, 27.0035, 0.0109, 0.0084, 0.0037
Si, 11.6463, 4.5064, 27.0134, -0.0003, -0.0027, -0.003
Si, 3.8785, 4.5094, 27.0356, 0, -0.0001, -0.0024
Si, 7.7555, 4.5164, 27.0454, -0.0001, -0.0003, -0.0028
Si, 1.9639, 7.8112, 27.0783, 0.0006, -0.0006, -0.0013
Si, 5.8458, 7.8786, 27.0915, -0.0006, -0.0107, -0.0002
Si, 9.7139, 7.8533, 27.0747, -0.0003, -0.0002, -0.0025
Si, 11.6141, 11.2372, 27.0397, 0, -0.0004, -0.0033
Si, 3.846, 11.2681, 27.0774, -0.0022, -0.0021, -0.0024
Si, 7.7599, 11.243, 27.0589, 0.0024, -0.0028, -0.002
Si, 1.9336, 1.1164, 29.4135, 0.0679, 0.1598, -0.2109
Si, 5.8008, 1.1164, 29.4135, 0.0545, 0.1305, -0.1246
Si, 9.6679, 1.1164, 29.4135, 0.0565, 0.0659, -0.3004
Si, 0, 4.4654, 29.4135, 0.1344, 0.0704, -0.0971
Si, 3.8672, 4.4654, 29.4135, -0.0768, 0.0449, -0.0972
Si, 7.7343, 4.4654, 29.4135, 0.1016, 0.0364, 0.0287
Si, 1.9336, 7.8145, 29.4135, 0.008, -0.1726, 0.3123
Si, 5.8008, 7.8145, 29.4135, 0.1036, 0.048, 0.3968
Si, 9.6679, 7.8145, 29.4135, 0.0844, -0.0035, 0.1916
Si, 0, 11.1635, 29.4135, 0.0106, 0.1704, -0.0456
Si, 3.8672, 11.1635, 29.4135, -0.0903, 0.2823, 0.2857
Si, 7.7343, 11.1635, 29.4135, 0.0431, 0.1986, 0.0487
Si, 0, 0, 0.3944, -0.1038, -0.1232, -0.0765
Si, 3.8672, 0, 0.3944, -0.1404, -0.0435, -0.0551
Si, 7.7343, 0, 0.3944, 0.0586, -0.0743, -0.393
Si, 1.9336, 3.3491, 0.3944, 0.1174, -0.1956, -0.0239
Si, 5.8008, 3.3491, 0.3944, -0.1299, -0.1371, 0.2391
Si, 9.6679, 3.3491, 0.3944, -0.213, -0.0354, 0.023
Si, 0, 6.6981, 0.3944, -0.1166, -0.0186, 0.0705
Si, 3.8672, 6.6981, 0.3944, 0.0161, -0.1138, -0.043
Si, 7.7343, 6.6981, 0.3944, 0.0019, -0.0138, 0.1654
Si, 1.9336, 10.0472, 0.3944, -0.036, -0.016, -0.0811
Si, 5.8008, 10.0472, 0.3944, 0.1194, -0.0677, -0.2154
Si, 9.6679, 10.0472, 0.3944, 0, -0.1307, -0.0531
Si, 11.5485, -0.051, 2.7599, -0.0005, -0.0154, 0.0094
Si, 3.8343, -0.0593, 2.7398, -0.0577, 0.0046, -0.0014
Si, 7.697, -0.08, 2.7041, 0.0512, -0.0098, -0.0238
Si, 1.9402, 3.2636, 2.7552, 0.0046, 0.0025, -0.0002
Si, 5.7512, 3.2761, 2.8081, 0.0003, -0.0035, 0.0154
Si, 9.5913, 3.3058, 2.7736, -0.0081, 0.0036, 0.0017
Si, 11.5736, 6.6303, 2.7646, 0.0015, -0.0054, 0.0033
Si, 3.8731, 6.6411, 2.7535, -0.0002, 0.0116, -0.0005
Si, 7.7288, 6.662, 2.782, -0.0002, 0.0097, -0.0012
Si, 1.9209, 9.9963, 2.7606, 0.0074, 0.003, 0.0184
Si, 5.8219, 10.0506, 2.7331, -0.0033, -0.0413, -0.0096
Si, 9.6801, 9.9729, 2.7601, -0.0096, 0.0061, 0.0205
Si, 11.5528, 2.2042, 3.457, 0.0006, -0.0078, -0.0022
Si, 3.8322, 2.1075, 3.6719, -0.0215, -0.0041, -0.017
Si, 7.6652, 2.0984, 3.5717, 0.0221, -0.001, -0.0182
Si, 1.9143, 5.5005, 3.4886, -0.0024, -0.0013, -0.0093
Si, 5.8037, 5.5278, 3.5786, 0.0025, 0.0094, -0.0138
Si, 9.6435, 5.5258, 3.6249, 0.003, -0.0032, -0.0079
Si, 11.6102, 8.8588, 3.5792, 0.0003, -0.0013, -0.0206
Si, 3.8982, 8.9, 3.4647, 0.0115, -0.0039, -0.0191
Si, 7.7339, 8.9059, 3.5787, -0.0084, -0.0071, -0.0185
Si, 1.8839, 12.2265, 3.5522, 0.0095, 0.0317, -0.0279
As, 5.7763, 12.2608, 3.7182, 0.0088, 0.0309, -0.2072
Si, 9.6054, 12.188, 3.5366, -0.0076, 0.036, -0.0384
Si, 11.4699, 2.1612, 5.7781, -0.0001, 0.013, -0.0068
Si, 3.7301, 1.9878, 6.113, 0.0308, -0.0021, -0.0021
Si, 7.5886, 1.9215, 5.9512, -0.0338, -0.006, 0
Si, 1.8832, 5.3941, 5.827, -0.0021, -0.0029, -0.0049
Si, 5.7986, 5.4473, 5.9551, 0.0012, -0.0094, -0.0044
Si, 9.6087, 5.4347, 6.0317, -0.0018, -0.0055, -0.0038
Si, 11.6356, 8.7809, 5.9603, 0.0022, 0.0049, -0.0041
Si, 3.9288, 8.796, 5.7892, -0.024, 0.0247, 0.0126
Si, 7.7504, 8.8179, 5.9638, 0.031, 0.0305, -0.0008
Si, 1.7909, 12.1665, 5.9277, 0.0064, -0.0292, 0.0106
As, 5.6602, 12.0347, 6.7619, -0.022, -0.0904, 0.6336
Si, 9.5475, 12.1057, 5.9074, -0.0182, -0.0408, 0.0045
Si, 1.6153, 0.9683, 6.7614, 0.0155, -0.0046, 0.0044
Si, 5.6626, 0.9804, 7.1477, -0.0202, -0.0298, 0.0793
Si, 9.6311, 0.9331, 6.6215, -0.0112, 0.0002, 0.0066
Si, 11.568, 4.3158, 6.7484, 0, 0.0003, 0.0035
Si, 3.8287, 4.2959, 6.5898, -0.0047, -0.0079, 0.0133
Si, 7.6809, 4.15, 6.6423, 0.0035, -0.003, 0.0147
Si, 2.0361, 7.6182, 6.5446, 0.0229, 0.0072, 0.0055
Si, 5.826, 7.7124, 6.7361, -0.0067, 0.0215, 0.0154
Si, 9.7045, 7.7002, 6.7631, -0.0221, -0.0011, 0.0102
Si, 11.4504, 10.9829, 6.8057, -0.0006, 0.0181, 0.0016
Si, 3.5919, 10.9006, 6.7891, 0.0272, -0.0103, 0.0051
Si, 7.7717, 10.9437, 7.0179, -0.0553, -0.0064, 0.0139
O, 9.884, 7.892, 8.425, 0.0029, -0.0004, -0.0005
O, 9.8909, 0.8285, 8.2716, 0.0016, 0.0002, -0.0049
O, 1.02, 0.9013, 8.3466, 0.0009, 0.0031, -0.0051
O, 2.8333, 10.4995, 8.2124, 0.0263, 0.0292, -0.0524
O, 5.8206, 7.8888, 8.3982, 0.0028, -0.0074, -0.0067
O, 5.6451, 1.2592, 8.8147, 0.0001, -0.0077, -0.0366
O, 3.7756, 4.3174, 8.2378, 0.0007, 0.0055, 0.0045
O, 7.6448, 3.7235, 8.271, -0.0022, -0.0016, 0.0002
O, 0.0475, 4.2675, 8.4221, 0.0006, 0.0023, 0.001
O, 11.1958, 10.9466, 8.4644, 0.0064, -0.0015, 0.0038
O, 8.2087, 10.7509, 8.6341, -0.0159, 0.0166, -0.0508
O, 2.3906, 7.4732, 8.1466, -0.0022, 0.0012, 0.0108
O, 11.4184, 0.2072, 21.2427, -0.0014, 0.0002, -0.0078
O, 9.7559, 3.6403, 21.3708, -0.0021, 0.001, -0.0089
O, 4.1421, 7.5433, 21.5943, 0.0002, 0.0012, -0.0042
O, 6.0042, 4.1589, 21.3923, -0.0007, 0.0013, -0.0112
O, 5.7486, 9.755, 21.6599, 0.0005, -0.0008, -0.0034
O, 2.1458, 3.3818, 21.2104, 0.0045, -0.0003, -0.0106
O, 7.3628, 13.452, 21.5096, -0.0005, -0.0002, -0.0046
O, 4.0119, 0.1569, 21.3721, -0.0005, -0.0001, -0.0054
O, 7.7119, 6.9694, 21.611, -0.0007, 0.0012, -0.0098
O, 2.1238, 10.1729, 21.6037, 0.0003, -0.0002, -0.0058
O, 11.5329, 6.9738, 21.409, -0.0002, 0, -0.0041
O, 10.1757, 9.6626, 21.6382, 0.0004, -0.0012, -0.0045
Si, 11.5718, 6.4342, 11.3217, -0.0008, 0, 0.0001
Si, 1.5744, 10.3605, 16.2683, -0.0007, -0.0007, 0.0067
Si, 0.2235, 3.6815, 9.9385, 0.0017, 0.0033, -0.0053
Si, 8.0854, 12.8618, 20.1837, 0.0009, 0.0017, 0.0053
Si, 2.7546, 10.4362, 9.8324, 0.0272, 0.0103, -0.0197
Si, 2.5686, 10.3915, 20.0615, -0.0002, 0.0009, 0.0041
Si, 10.3504, 3.6994, 19.8531, -0.001, -0.001, 0.0064
Si, 0.2647, 12.7966, 17.1227, -0.0009, 0.0002, 0.0075
Si, 10.8191, 0.6984, 19.7931, 0.0004, 0.0019, 0.0052
Si, 3.1571, 7.7477, 16.2536, -0.0005, -0.0006, 0.0072
Si, 0.3244, 6.4857, 19.9091, -0.0014, -0.0025, 0.0037
Si, 9.4047, 2.5351, 14.3386, -0.0021, -0.0017, 0.0017
Si, 2.905, 2.5385, 11.0689, 0.0048, 0.0041, -0.0031
Si, 5.1387, 11.9825, 15.3653, 0.0036, 0.0013, 0.0042
Si, 4.9389, 8.678, 20.7157, -0.0005, 0.0001, 0.003
Si, 3.59, -0.4111, 11.298, 0.0187, 0.0033, -0.0082
Si, 5.5878, 8.8813, 14.824, 0.0009, 0.0014, 0.0049
Si, -0.1979, 11.3091, 10.0528, -0.0043, -0.0035, -0.0183
Si, 9.4527, 10.017, 20.2231, -0.0004, 0.0003, 0.0054
Si, 3.4517, 0.0492, 19.8425, -0.001, 0.0016, 0.0046
Si, 7.4641, 4.6909, 9.5624, 0.0001, -0.005, -0.0022
Si, 2.3682, 12.3523, 14.1777, 0.0016, 0.0004, 0.0075
Si, 6.2037, 0.5851, 10.2244, 0.0013, -0.0382, -0.0373
Si, 2.7896, 2.8977, 19.771, -0.0011, 0.0007, 0.0069
Si, 5.7252, 4.454, 13.691, 0.0028, -0.0012, 0.0017
Si, 7.478, 0.219, 15.622, -0.0008, -0.0012, 0.0039
Si, 9.6095, 11.3453, 15.2532, -0.0003, 0.0013, 0.0037
Si, 1.9849, 6.5591, 13.5789, 0.0009, -0.0007, 0.006
Si, 2.8497, 3.5259, 14.045, -0.0007, 0.0023, 0.0057
Si, 11.6966, 9.1666, 18.4185, 0.0002, -0.0004, 0.0054
Si, 11.2189, 0.867, 9.2306, -0.0035, -0.0008, -0.0064
Si, 9.1173, 7.3132, 9.7447, 0.0052, 0.0017, -0.0058
Si, 8.6756, 8.5574, 14.6306, -0.0021, 0.0016, 0.0042
Si, 4.7762, 7.1584, 12.3802, 0.0033, 0.0008, 0.0038
Si, 2.9688, 5.6241, 18.7692, -0.0001, -0.0022, 0.0059
Si, 2.5301, 7.383, 9.7471, -0.0027, -0.0028, -0.0106
Si, 6.261, 8.4225, 9.8766, -0.0037, 0.027, -0.0063
Si, 4.3295, 4.7479, 9.6868, 0.0026, -0.0028, -0.0047
Si, 9.3243, 10.4946, 12.3383, -0.0066, 0.0035, -0.0086
Si, 5.9405, 13.0371, 17.9765, -0.0006, 0.0005, 0.0068
Si, 7.9778, 4.9276, 18.3923, -0.0006, -0.0015, 0.0062
Si, 8.3122, 5.417, 15.2411, 0.0001, -0.0002, 0.0066
Si, 7.3249, 11.0736, 9.9993, -0.041, 0.0328, -0.0409
Si, 5.3826, 4.1939, 19.8792, 0.0011, -0.0016, 0.0071
Si, 0.801, 1.4907, 15.0772, -0.0022, -0.0006, 0.0061
Si, 7.5482, 7.5267, 20.1019, 0.0016, -0.0031, 0.0052
Si, 7.667, 2.7933, 11.9173, -0.0011, -0.0088, -0.0179
O, 3.448, 6.0636, 10.1311, -0.0032, 0.0012, 0.0028
O, 1.9651, 2.654, 15.116, 0.0014, 0.0006, -0.005
O, -0.3834, 12.9412, 10.205, 0.004, -0.0011, 0.0041
O, 8.3621, 8.8958, 19.8462, 0, -0.0002, -0.0029
O, 2.411, 1.3092, 19.5282, 0.0002, -0.001, -0.0032
O, 8.1398, 5.3201, 16.8392, -0.0007, 0.0015, -0.005
O, 2.7365, 11.9813, 19.714, 0.0002, -0.0005, -0.002
O, 7.1554, 8.7547, 15.1811, 0.002, -0.0006, -0.0045
O, 1.2897, 0.188, 14.2025, 0.0012, -0.001, -0.0033
O, 4.4171, 3.8193, 14.4776, -0.0007, -0.0005, -0.0037
O, 4.2436, 3.4064, 10.6486, -0.0035, 0.0045, 0.0019
O, 10.969, 2.0898, 14.5401, 0.0001, -0.0003, -0.0024
O, 11.3724, 4.826, 11.0201, -0.0001, -0.0006, -0.0003
O, 10.8515, 12.0203, 16.0781, -0.0007, -0.0009, -0.0037
O, 8.9497, 6.9124, 14.8167, 0.0004, -0.0004, -0.0022
O, 1.7801, 3.3524, 10.2407, -0.0046, -0.0002, 0.0028
O, 8.461, 5.9208, 9.2408, 0.0015, 0.0008, 0.0012
O, 11.1507, 2.2941, 19.5435, -0.0003, -0.0008, -0.0036
O, 5.3909, 7.6059, 10.9536, -0.0001, -0.0021, 0.0009
O, 11.4141, 7.5896, 18.7941, -0.0005, 0.0014, -0.0039
O, 7.8635, 8.2452, 10.1976, -0.0051, 0.0006, -0.0062
O, 10.1292, 7.1431, 11.0132, -0.0003, -0.0012, 0.0017
O, 9.2314, 4.1197, 14.7823, 0, -0.0015, -0.003
O, 8.8251, 11.4704, 20.5283, -0.0005, -0.0009, -0.0026
O, 10.4963, 10.5199, 11.1793, -0.0116, 0.0008, 0.0102
O, 8.3658, 12.2486, 15.8098, 0.0007, -0.0013, -0.004
O, 4.4333, 2.871, 19.8112, -0.0001, 0.0001, -0.0028
O, 4.6481, 0.2269, 18.7516, 0.0015, -0.0006, -0.0047
O, 10.4668, 10.0881, 18.957, 0.001, -0.0006, -0.0044
O, 6.7834, 0.7054, 17.0401, 0.001, -0.0006, -0.0049
O, 0.5146, 6.7379, 12.8512, -0.0015, -0.0003, -0.0044
O, 1.0382, 7.1086, 10.3098, 0.0031, 0.0002, -0.0003
O, 3.143, 7.1754, 12.5898, 0.0002, 0.0004, -0.003
O, 3.9443, 9.5556, 19.7729, 0.0001, 0.0001, -0.0026
O, 6.7982, 5.215, 14.651, -0.002, -0.0002, -0.0037
O, 0.5985, 0.9082, 16.5867, 0.0004, 0.0012, -0.0055
O, 1.5598, 11.7757, 17.1299, -0.0003, -0.001, -0.0044
O, 5.4036, 8.2941, 13.3354, -0.002, -0.0043, -0.0057
O, 2.953, 12.3503, 12.6561, -0.0023, 0.0046, -0.0033
O, 6.4536, 3.2058, 12.935, -0.0013, 0.003, 0.0002
O, 2.8002, 9.3189, 16.6089, -0.0001, -0.0005, -0.0038
O, 5.9969, 7.8924, 19.757, 0.0006, -0.0004, -0.0028
O, 1.9463, 6.3888, 19.7816, 0.0007, 0.0002, -0.0032
O, 1.4379, 9.6878, 19.1558, -0.0016, -0.0009, -0.0042
O, 9.4727, 9.7169, 15.525, -0.0009, -0.0009, -0.0049
O, 3.0706, 8.8711, 10.2566, 0.0003, 0.0138, -0.0068
O, 8.9808, 9.0329, 13.0651, 0.003, 0.0033, -0.0043
O, 2.141, 7.3083, 15.0275, -0.0009, -0.0023, -0.0068
O, 9.1336, 3.8557, 18.7905, -0.0026, 0.0018, -0.0057
O, 4.7282, 7.896, 15.8168, 0.0012, 0.0008, -0.005
O, 7.2697, 1.5539, 10.9583, 0.0031, 0.0128, 0.0106
O, 8.1268, 6.3483, 19.1622, -0.0002, -0.0008, -0.0042
O, 5.908, 5.1531, 9.6512, -0.0025, -0.0022, -0.0004
O, 6.9829, -0.9218, 19.074, -0.002, -0.0007, -0.0043
O, 11.0555, 2.2444, 10.1168, 0.0014, 0.0013, 0.0041
O, 9.0131, 2.4261, 12.7561, -0.0046, 0.0026, -0.0033
O, 9.7074, 11.5028, 13.599, 0, -0.0026, -0.0051
O, 6.563, 4.1982, 18.7608, 0.0015, 0.0006, -0.0059
O, 6.0414, 10.0439, 9.9869, 0.0064, -0.0339, 0.0322
O, 1.2956, 10.8093, 10.4308, -0.0008, 0.0002, 0.0057
O, 5.1703, 10.4625, 14.7708, -0.0008, -0.0017, -0.0021
O, 1.6921, 10.9058, 14.6882, 0.0008, 0.0014, -0.0051
O, 11.3764, 13.0688, 18.6488, 0.0002, -0.0012, -0.0056
O, 5.4384, 11.8482, 16.9715, -0.0009, -0.0011, -0.005
O, 8.0221, 10.9828, 11.477, 0.0105, -0.0077, 0.0002
O, 11.3024, 5.0061, 19.638, 0.0002, 0.0016, -0.0035
O, 8.3784, 1.4834, 15.1051, 0.0028, 0.0028, -0.0044
O, 2.4227, 4.0458, 18.6169, -0.0002, 0.0012, -0.004
O, 3.7008, 11.6822, 10.3173, -0.0159, -0.0098, 0.015
O, 9.1857, 0.5739, 19.7197, 0, -0.0007, -0.0027
O, 2.7772, 2.644, 12.6814, -0.0006, -0.0014, -0.0041
O, 3.6558, 12.6277, 15.146, -0.0042, 0, -0.0072
O, 7.9923, 4.0608, 10.9536, -0.0011, -0.0062, 0.0048
O, 5.1035, 0.2082, 11.3802, -0.0207, -0.0083, -0.0006
O, 4.4232, 5.4841, 19.5127, -0.0014, 0.0014, -0.0028
O, 6.2182, 13.0526, 14.6961, -0.0009, -0.0001, -0.0018
O, 3.0546, 6.568, 17.41, 0.0002, 0.0024, -0.0056
O, 2.7797, 0.926, 10.7434, 0.0058, -0.0102, -0.002
O, 0.2933, 9.4454, 16.8051, -0.0002, 0.0001, -0.0041
O, 5.2328, 5.6127, 12.6502, -0.0022, 0.0024, -0.0013
O, 2.1373, 4.9623, 13.8188, 0.0008, -0.0014, -0.0036
O, 6.9224, 12.6158, 9.7688, 0.0324, 0.0085, 0.0706

Results
free energy: -174885.670 eV
free energy less fixed offsets of As -4856.12, O -568.88, Si -635.61 eV per atom: 3.500 eV

The program warned: the cutoff lies below the one the program advises for these potential files; the exchange-correlation potential is rough where the density is thin.
